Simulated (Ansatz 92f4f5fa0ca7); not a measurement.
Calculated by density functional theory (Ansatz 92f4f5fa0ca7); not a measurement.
Periodic cell of 186 atoms, Si104O82, from a study of silicon, its oxide and their interface. The atomic structure is a simulated model.

Settings
functional: r2SCAN
potential files: Ansatz norm-conserving
basis: plane waves
wave-function cutoff: 1300 eV
density cutoff ratio: 4
exchange-correlation grid ratio: 1
k mesh: 2 x 2 x 1, shifted by 0.5 0.5 0.5 of a step
self-consistency stop: 5e-08 eV per atom in the density residual
occupations: Fermi-Dirac, 0.05 eV
spin: none
net charge: 0

Cell vectors (angstrom)
a 11.4199 -0.1695 0.1785
b -0.0132 11.3987 0.1102
c 0.5458 -1.8678 23.4299

Atoms: element, x, y, z (angstrom)
Si -0.4109 -1.4776 0.5406
Si -0.2381 1.5594 -0.143
Si -0.535 6.8804 0.1271
Si 3.2032 -2.3547 0.3368
Si 3.3435 2.9593 -0.075
Si 3.1737 5.9648 0.5183
Si 7.3545 -1.2776 0.3963
Si 7.1953 1.7796 0.2472
Si 6.7296 6.1142 0.3444
Si 1.5053 -1.6955 1.7083
Si 1.5198 2.2297 1.359
Si 1.2494 5.991 1.5053
Si 5.2742 -1.5553 1.3751
Si 5.1819 2.1173 1.3617
Si 5.1687 5.9436 2.0949
Si 9.0252 -1.5038 1.9126
Si 9.2755 2.0933 1.4141
Si 8.9034 6.0816 1.6093
Si 1.5236 0.4234 2.8184
Si 1.2735 3.9975 2.7659
Si 1.3234 7.9122 3.0008
Si 5.1723 0.3394 2.8123
Si 5.3093 4.0321 2.986
Si 5.2212 7.9608 3.1152
Si 9.2264 0.3648 2.9029
Si 9.2538 4.0795 2.8198
Si 8.9241 7.8944 3.2187
Si -0.375 0.4382 4.0902
Si -0.5086 4.1124 4.1966
Si -0.5487 7.9654 4.4318
Si 3.4471 0.392 4.3523
Si 3.2579 4.0864 4.2405
Si 3.3045 8.0158 4.3949
Si 7.1485 0.2767 4.2132
Si 7.1871 4.0308 4.2414
Si 7.0206 7.9164 4.5049
Si -0.3459 -1.5256 5.6254
Si -0.5673 2.2696 5.5978
Si -0.4969 6.1736 5.5445
Si 3.261 -1.4534 5.7292
Si 3.3594 2.2112 5.5548
Si 3.2716 5.8992 5.5451
Si 7.1376 -1.4485 5.7489
Si 7.2107 2.2155 5.7701
Si 7.189 5.9752 5.5693
Si 1.4481 -1.5244 7.2493
Si 1.4419 2.1566 6.9841
Si 1.3773 6.186 6.9261
Si 5.1047 -1.4381 7.1461
Si 5.3106 2.1906 7.0563
Si 5.1153 6.0222 6.7851
Si 9.119 -1.7117 7.0631
Si 8.9707 2.1419 7.1637
Si 9.0095 5.823 7.0761
Si 1.5683 0.4002 8.51
Si 1.4463 4.2336 8.1003
Si 1.3702 7.8099 8.6663
Si 5.1479 0.4117 8.6994
Si 5.2464 4.3712 8.1576
Si 5.0785 7.9 8.3231
Si 9.0797 0.282 8.3056
Si 9.0243 4.0658 8.6489
Si 9.1596 7.9472 8.3166
Si -0.5235 0.7776 9.3909
Si -0.3273 3.9249 9.6148
Si -0.7273 7.6876 9.9789
Si 3.387 1.122 9.9546
Si 3.3796 4.2042 9.3298
Si 3.3306 7.2602 9.6567
Si 7.357 -0.4291 9.8459
Si 7.0135 4.9421 9.6944
Si 7.1248 7.9356 9.4251
Si 8.9827 4.622 14.2412
Si 5.7407 0.9227 14.7565
Si 5.6702 3.0386 16.9655
Si 8.0967 9.9968 18.4964
Si 12.6575 12.0958 18.4886
Si 4.1334 8.4641 12.4949
Si 3.4148 11.5356 13.008
Si 7.8476 5.2121 16.8291
Si 2.6977 2.9514 16.9974
Si 6.3945 9.8234 15.8737
Si 0.5074 7.326 14.3133
Si -0.4718 9.8044 18.2769
Si 9.8255 3.779 18.3275
Si 5.1328 6.3916 14.2806
Si 7.9974 2.0877 21.7739
Si 1.81 9.1935 16.143
Si 7.832 6.2868 21.554
Si -0.1831 5.551 12.1981
Si 2.1266 11.9842 15.6813
Si 9.8049 8.7267 12.916
Si 9.3725 0.0247 12.1364
Si 2.3953 -0.1542 20.9381
Si 7.8078 1.632 18.703
Si 6.5356 4.3195 12.5999
Si 8.0917 13.435 13.6375
Si 6.9724 8.3294 13.4869
Si 6.0462 7.6692 19.7454
Si 10.1314 4.0956 21.2174
Si 5.5155 7.326 16.9261
Si 12.168 5.0311 16.8703
Si 3.3859 8.3851 20.8721
Si 13.0518 7.4295 18.8174
O 3.3044 7.4302 -0.18
O 1.0312 0.12 21.7929
O 3.274 4.6281 -0.2807
O -0.5041 6.274 -1.3379
O 5.3121 8.7229 16.4041
O 11.2515 11.2972 18.9635
O 7.0025 9.0918 19.308
O 2.9822 2.3752 -1.5415
O 4.7491 6.283 15.8296
O 3.1761 13.2287 15.9804
O 2.2859 11.8168 19.5961
O 2.6699 9.7434 20.7619
O 8.075 0.572 22.1637
O 5.0897 7.1449 18.4337
O 7.4528 2.211 20.2607
O 6.671 4.6547 -0.5617
O 7.085 0.173 -0.2379
O 9.1891 1.3191 12.798
O 0.3169 4.3495 11.2773
O 9.696 -1.2219 13.1608
O 10.2374 4.8425 13.4499
O 8.7355 4.9784 18.0496
O 10.9407 4.0803 17.0904
O 3.3081 2.713 10.2785
O 2.5856 10.42 15.9668
O -0.8735 6.3255 10.7856
O 3.1048 11.9597 11.6108
O 8.0006 0.0347 11.298
O 10.7127 -0.0581 11.0757
O 1.5792 8.3919 14.8958
O 3.4294 8.1796 11.0795
O -0.8061 8.8372 11.3567
O 6.8341 9.5529 14.4117
O 5.1421 4.8842 13.6292
O 8.8087 5.4103 15.4862
O 0.4923 6.143 15.3751
O 10.4941 7.9475 13.9959
O 0.8874 12.089 16.6745
O 5.4502 11.0801 16.0317
O 7.3215 12.2431 14.518
O 7.0932 6.5635 10.2123
O 6.1715 4.3034 11.1129
O 5.5332 2.4283 15.4378
O 13.6904 7.8667 17.4532
O -0.4955 8.5696 -0.3068
O -0.6261 2.3168 9.7645
O 4.3137 3.4246 17.5453
O 4.6631 12.1676 13.5103
O 3.8935 7.3275 13.5983
O 7.6115 10.0615 16.9038
O 6.5048 2.0304 17.8346
O 13.4989 4.1333 16.5816
O 0.1952 9.5373 16.7409
O 14.0208 7.0891 20.12
O 1.5841 2.5205 18.1941
O 6.4722 7.035 14.1395
O 7.1165 9.3473 10.0869
O 7.1614 6.8058 16.9572
O -0.3362 -0.0973 -0.3741
O 6.7876 14.1561 13.0409
O 3.4701 9.9126 13.1382
O 6.6178 4.3371 16.8453
O 2.132 12.0105 14.0299
O 5.7387 8.6818 12.362
O 9.0717 2.4195 18.1979
O 0.8677 6.2991 13.0045
O 3.5428 5.6772 10.1737
O 6.9407 6.6778 20.3117
O 8.825 3.0852 14.6731
O 9.0721 5.2879 21.2491
O 7.684 4.9705 13.0245
O 6.3757 7.2999 -0.71
O 12.3073 5.984 18.1818
O 8.3549 8.1186 12.6425
O 7.9517 0.0238 18.9385
O 8.2697 7.4867 22.3554
O 9.5599 2.773 21.6936
O 3.2334 7.9223 22.4616
O 10.6587 3.9103 19.7597
O -1.8663 9.5413 18.3884
O 11.755 8.3944 19.3893
O 4.9435 8.3704 20.6852

Results
free energy: -50273.880 eV
free energy less fixed offsets of O -463.61, Si -117.95 eV per atom: 8.940 eV
pressure: 3.32 GPa
stress xx, yy, zz, yz, xz, xy (GPa, positive in tension): -3.56, -5.5, -0.91, 1.02, 0.72, -1.37

Forces (eV/angstrom), in the order of the atoms: element, x, y, z
Si -0.5063 -0.2531 -1.4524
Si 1.4627 -0.4438 -1.2167
Si -0.2649 1.6552 0.6607
Si 0.4746 -0.0871 -3.4317
Si -0.7466 0.074 0.7156
Si 2.3044 2.1924 2.2128
Si -0.0354 -1.3914 -3.1851
Si 1.161 -0.8793 -1.4551
Si 0.0053 -1.2391 0.2004
Si -0.0033 1.9519 -0.0393
Si -0.0345 -0.3008 -0.9279
Si -1.9428 1.0359 1.3127
Si -0.804 -1.794 0.6495
Si -0.0653 2.2797 -0.3666
Si -1.0972 2.1566 -3.4001
Si 0.6715 -2.6105 -1.2166
Si -0.4935 0.6695 -0.8723
Si 0.2683 1.0777 -0.7832
Si 1.7684 -0.5356 0.4022
Si 0.6006 0.7589 0.67
Si 0.234 -2.0776 1.8249
Si 0.3311 -0.9037 0.2194
Si -0.8462 -2.9386 0.4997
Si -0.1678 1.133 -0.4768
Si -1.1166 1.5018 2.1256
Si -1.6017 -0.4111 -0.3144
Si 0.23 -0.1089 -0.2236
Si -0.184 -0.537 1.6846
Si 0.4152 1.0447 0.8146
Si 0.0367 2.3128 -2.3034
Si -1.2806 -1.1879 -1.6613
Si -0.0494 -0.7716 -1.5712
Si -0.8006 -0.4473 0.174
Si 0.742 1.5402 0.0336
Si 1.2834 -0.2671 0.3198
Si 0.4728 1.6776 0.2614
Si -0.1361 0.8945 -0.2414
Si 0.9661 -0.3514 0.2407
Si -0.1837 -3.5133 1.3749
Si 0.1425 -0.8583 -0.0225
Si 0.0324 1.0338 2.1352
Si -0.8325 2.149 -0.0558
Si -0.4323 -1.468 0.291
Si -0.752 -0.556 -1.7272
Si -0.6422 -1.0562 1.0957
Si 0.0557 -0.6366 -0.5518
Si -0.133 0.5297 -1.0609
Si -0.1002 -0.0881 -0.1591
Si 0.2599 0.1785 -0.1941
Si -0.516 0.7649 0.4513
Si 1.2355 1.8373 -0.5512
Si 0.1054 3.7689 -2.5125
Si 0.1523 1.4743 -0.2232
Si 0.3728 1.0591 0.1473
Si -0.0173 0.4797 0.4003
Si -0.478 -0.7393 0.4568
Si -1.0699 0.3779 -0.5366
Si 2.0061 -0.5018 -0.1106
Si 1.6151 -2.4324 0.5562
Si 0.4856 -0.4959 -1.2157
Si -1.0649 -2.6272 0.6375
Si -0.2501 0.6146 0.363
Si -0.3306 -4.1488 2.1949
Si 0.6834 -1.3835 1.9392
Si 1.1889 0.0167 2.3502
Si 0.4105 3.1553 1.391
Si -1.6457 -0.2779 1.5988
Si -0.4087 -0.6037 2.3713
Si 0.8898 0.0725 2.9079
Si -0.1997 0.7851 -0.3652
Si -2.0281 -0.3654 1.9562
Si -0.1922 -0.7673 -2.5997
Si -4.4104 -2.7241 -3.6647
Si -1.3568 1.0428 0.5089
Si 2.0641 -0.4593 -3.4728
Si -3.8835 -3.2765 -1.8904
Si -2.0023 0.3552 2.9347
Si -0.6479 2.7647 0.8852
Si -5.0536 -4.3015 3.6894
Si -0.7331 7.1749 -2.2556
Si 2.648 1.9957 1.1334
Si -0.3668 0.3759 3.8911
Si -0.3912 -0.696 -1.0146
Si 13.0219 0.9176 -0.8667
Si 3.3875 3.2487 -0.5428
Si -7.3404 -4.1292 -0.4052
Si 3.7263 0.0196 -3.9785
Si -5.5196 -4.7348 6.4618
Si -0.0975 -4.5545 1.8789
Si -1.1227 -1.2272 -5.1719
Si 1.8772 -0.5183 -4.0861
Si -0.3837 -2.0273 -4.7593
Si 3.7644 -6.7358 -4.8598
Si -1.3425 1.3194 2.1366
Si -2.9527 -0.4666 3.1907
Si -13.2247 -5.5493 0.6334
Si -4.6498 2.0448 6.3073
Si -0.6151 0.779 -6.235
Si -4.4133 8.4767 -6.1417
Si 3.0178 2.2427 1.7781
Si 2.3107 -7.2357 -0.4597
Si 1.3356 2.378 0.3394
Si -1.1556 -3.9937 2.6463
Si -3.6484 -2.6749 1.4166
O 0.1616 1.5983 0.5799
O -1.279 -0.2294 1.0009
O 0.732 -3.247 -1.6218
O -1.3241 -0.323 -2.3578
O 0.4313 3.5733 -1.5954
O 0.9886 -1.6624 -0.6919
O -0.5585 -2.1729 0.0611
O 1.0827 -0.1004 -0.3407
O 0.4733 1.1235 2.1091
O -2.4695 -0.5542 2.0043
O -0.9998 1.7028 -4.1711
O -0.1333 -0.0609 -0.3745
O -0.2975 -1.8492 1.5031
O 0.7997 0.393 2.8167
O 0.2114 -0.2461 -1.5255
O -2.1959 3.4178 3.5012
O 0.3456 2.0293 0.621
O 3.7038 4.7503 1.1793
O -0.4995 -1.9233 -2.5288
O -1.2961 6.5723 0.8984
O 1.7786 0.4701 -1.3772
O 2.604 -1.3144 3.2026
O -2.6473 -2.0871 1.5722
O 0.3038 2.3632 -1.5903
O 4.0813 6.0255 -0.0101
O -0.327 -0.7934 1.8007
O -0.8002 1.3303 -6.2796
O -1.4386 -1.236 -1.009
O -1.9405 0.2254 0.9155
O -1.4647 -2.612 -5.4365
O -0.1301 -0.618 -1.0724
O 0.659 -2.0309 -3.4683
O 1.4338 1.3138 0.2878
O 2.4488 0.0517 -1.8774
O -1.5178 2.7619 4.943
O -0.7081 -0.3906 1.3413
O 4.6828 -4.2081 5.0377
O 0.7916 0.6731 0.7295
O -0.4308 3.906 -2.8774
O -0.1974 0.0961 -0.501
O 0.3658 -3.0083 0.8431
O 0.6652 1.0875 -5.0781
O 0.5674 -1.3179 0.2577
O 1.7543 2.8664 -1.4931
O 0.0048 -1.3902 1.2051
O 0.3035 2.4038 0.31
O -5.6874 -0.2305 0.9355
O 7.2357 2.6405 4.6487
O 1.304 -1.1527 0.4223
O 0.8871 -0.7136 0.564
O 1.4654 -1.8676 1.3506
O -0.2316 -0.0375 -0.3093
O 0.8725 0.3079 1.0268
O -0.2894 1.3903 -1.1032
O 1.3836 -1.7678 -1.2297
O 4.5602 0.4042 0.8488
O 0.2204 2.8436 1.4246
O -0.5885 -0.7898 -0.3052
O -0.1361 0.7579 0.4643
O 0.5838 -1.2056 -0.5074
O 0.846 -1.8132 -1.0767
O -2.3186 -2.264 -0.6921
O 0.007 -0.3607 0.7443
O 1.0584 -0.5189 0.347
O 0.774 -1.3122 -0.8471
O 2.3349 4.1044 1.6026
O -0.9023 -0.1207 -0.613
O 3.8876 -5.606 2.2022
O -1.0409 -1.6676 -2.079
O -0.6778 0.9004 -0.3828
O 14.0985 6.6318 6.0403
O 0.5032 0.1652 -1.0438
O 0.9449 0.9717 1.1319
O -2.2708 -0.2651 1.1141
O 0.6231 3.909 0.3904
O 0.8583 4.1908 3.9714
O -3.802 -4.358 1.7104
O 0.4035 0.0233 0.3066
O -0.4726 -0.0436 -3.7076
O -9.1863 -1.4817 0.7593
O 0.9911 1.1232 -1.8481
O 1.5972 -0.1818 -0.3489
